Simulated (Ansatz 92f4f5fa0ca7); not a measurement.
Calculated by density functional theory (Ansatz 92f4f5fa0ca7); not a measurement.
Periodic cell of 243 atoms, Si149O94, from a study of silicon, its oxide and their interface. The atomic structure is a simulated model.

Settings: functional r2SCAN; potential files Ansatz PAW; basis plane waves; wave-function cutoff 800 eV; density cutoff ratio 5; exchange-correlation grid ratio 1; k mesh 1 x 1 x 1, Gamma-centred; self-consistency stop 5e-08 eV per atom in the density residual; occupations fixed; spin none; net charge 0.

Cell vectors (angstrom)
a, 11.6015, 0, 0
b, 0, 10.938, 0
c, 0, 0, 32.5458

Atoms: element, x, y, z (angstrom)
Si, -0.1712, -0.0751, 23.8521
Si, 3.7319, 0.0367, 23.8155
Si, 7.6845, -0.0541, 23.9319
Si, 1.7366, 1.3057, 23.7753
Si, 5.7341, 1.2856, 23.8821
Si, 9.4999, 1.397, 23.9474
Si, 0.022, 5.3152, 23.7521
Si, 3.9787, 5.2485, 23.8874
Si, 7.5156, 5.5714, 23.7228
Si, 2.0187, 6.6111, 23.9699
Si, 5.5762, 6.9564, 23.8374
Si, 9.6559, 6.6455, 23.7898
Si, 1.8832, 2.6393, 25.7623
Si, 5.8165, 2.6686, 25.8198
Si, 9.6245, 2.8112, 25.8124
Si, 11.6148, 4.0755, 25.7799
Si, 3.8514, 3.9498, 25.8232
Si, 7.6643, 4.1759, 25.731
Si, 1.8763, 8.0992, 25.8513
Si, 5.6856, 8.2495, 25.7957
Si, 9.5951, 8.0601, 25.7587
Si, 11.5116, 9.4637, 25.7804
Si, 3.7405, 9.5877, 25.7815
Si, 7.6855, 9.4784, 25.8074
Si, 11.5554, -0.0375, 27.6915
Si, 3.827, -0.0034, 27.7178
Si, 7.7299, -0.0285, 27.7073
Si, 1.8875, 1.3287, 27.7222
Si, 5.7948, 1.3182, 27.7389
Si, 9.6395, 1.3693, 27.705
Si, 11.5724, 5.4531, 27.7119
Si, 3.8334, 5.432, 27.6965
Si, 7.6795, 5.4708, 27.7102
Si, 1.9029, 6.7917, 27.7773
Si, 5.7421, 6.8305, 27.7007
Si, 9.6288, 6.7961, 27.7354
Si, 1.9336, 2.7345, 29.6465
Si, 5.8008, 2.7345, 29.6465
Si, 9.6679, 2.7345, 29.6465
Si, 0, 4.1018, 29.6465
Si, 3.8672, 4.1018, 29.6465
Si, 7.7343, 4.1018, 29.6465
Si, 1.9336, 8.2035, 29.6465
Si, 5.8008, 8.2035, 29.6465
Si, 9.6679, 8.2035, 29.6465
Si, 0, 9.5708, 29.6465
Si, 3.8672, 9.5708, 29.6465
Si, 7.7343, 9.5708, 29.6465
Si, 0, 0, 31.5801
Si, 3.8672, 0, 31.5801
Si, 7.7343, 0, 31.5801
Si, 1.9336, 1.3673, 31.5801
Si, 5.8008, 1.3673, 31.5801
Si, 9.6679, 1.3673, 31.5801
Si, 0, 5.469, 31.5801
Si, 3.8672, 5.469, 31.5801
Si, 7.7343, 5.469, 31.5801
Si, 1.9336, 6.8362, 31.5801
Si, 5.8008, 6.8362, 31.5801
Si, 9.6679, 6.8362, 31.5801
Si, 1.9336, 2.7345, 0.9679
Si, 5.8008, 2.7345, 0.9679
Si, 9.6679, 2.7345, 0.9679
Si, 0, 4.1018, 0.9679
Si, 3.8672, 4.1018, 0.9679
Si, 7.7343, 4.1018, 0.9679
Si, 1.9336, 8.2035, 0.9679
Si, 5.8008, 8.2035, 0.9679
Si, 9.6679, 8.2035, 0.9679
Si, 0, 9.5708, 0.9679
Si, 3.8672, 9.5708, 0.9679
Si, 7.7343, 9.5708, 0.9679
Si, 11.6465, 0.0307, 2.8925
Si, 3.8971, 0.0337, 2.849
Si, 7.762, 0.0231, 2.9167
Si, 1.9601, 1.4051, 2.9054
Si, 5.8339, 1.384, 2.9013
Si, 9.7133, 1.376, 2.9132
Si, 11.6304, 5.5226, 2.8917
Si, 3.9288, 5.5108, 2.894
Si, 7.8039, 5.4782, 2.9028
Si, 1.9764, 6.8624, 2.9218
Si, 5.8704, 6.8433, 2.8875
Si, 9.7138, 6.8864, 2.933
Si, 1.9681, 2.9331, 4.7327
Si, 5.8797, 2.7383, 4.8445
Si, 9.7999, 2.7304, 4.858
Si, 11.6162, 4.2646, 4.8805
Si, 3.9528, 4.1626, 4.8299
Si, 7.8422, 4.0687, 4.8083
Si, 1.9674, 8.2448, 4.8553
Si, 5.8693, 8.1833, 4.829
Si, 9.7421, 8.3475, 4.8329
Si, 11.6938, 9.6908, 4.8752
Si, 3.9418, 9.5897, 4.7361
Si, 7.7807, 9.6147, 4.8685
Si, 11.9391, 0.1602, 6.8208
Si, 3.9686, 0.1751, 6.549
Si, 7.966, 0.0128, 6.8457
Si, 2.1197, 1.6685, 6.654
Si, 6.0177, 1.3528, 6.7894
Si, 9.8863, 1.3904, 6.8622
Si, 11.4751, 5.6558, 6.8868
Si, 3.8274, 5.4991, 6.7998
Si, 7.909, 5.4697, 6.7076
Si, 1.9297, 6.9079, 6.8593
Si, 5.8666, 6.6925, 6.7159
Si, 9.6165, 7.1042, 6.8117
O, 3.732, 4.646, 8.2302
O, 6.0215, 7.729, 8.0066
O, 3.5975, 9.9922, 7.7188
O, 9.7998, 2.3475, 8.2254
O, 2.0676, 2.5622, 8.0782
O, 9.4874, 7.9235, 8.2834
O, 8.068, 10.1495, 8.302
O, 2.0638, 7.8781, 8.2157
O, 6.1147, 2.3942, 8.0951
O, 11.0798, 4.6899, 8.2128
O, 8.3529, 4.5905, 8.0703
O, 0.8679, 10.2312, 8.1754
O, 5.0202, 7.7337, 22.4219
O, 9.1464, 2.355, 22.604
O, 11.4306, 9.8721, 22.5076
O, 4.3817, 4.4188, 22.4534
O, 3.7769, 10.0686, 22.4139
O, 2.3516, 7.843, 22.9002
O, 5.8416, 2.1944, 22.4918
O, 9.8635, 7.6497, 22.4997
O, 1.5621, 2.1999, 22.3734
O, 7.0918, 4.5861, 22.4397
O, 0.0311, 4.3742, 22.369
O, 7.9894, 10.0483, 22.5142
Si, 3.5937, 8.4901, 22.0554
Si, 0.5519, 5.3711, 16.3616
Si, 8.697, 8.9903, 9.2635
Si, 1.5457, 7.9679, 12.1854
Si, 3.6689, 2.8807, 17.2777
Si, 9.6144, 9.5089, 14.6101
Si, 1.8809, 4.6898, 19.0256
Si, 6.2997, 9.4474, 18.7411
Si, 1.4487, 5.153, 11.4302
Si, 6.0963, 4.8862, 11.2292
Si, 0.5913, 3.1355, 21.4458
Si, 9.7049, 3.9094, 8.7044
Si, 7.4929, 1.0684, 17.2003
Si, 1.8455, 7.9649, 15.217
Si, 7.9784, 4.9619, 13.6479
Si, 1.0557, 9.6438, 17.6648
Si, 5.8794, 0.4153, 11.7777
Si, 3.3199, 1.4224, 13.0656
Si, 7.1802, 3.5988, 19.2357
Si, 4.003, 9.9833, 14.9697
Si, 10.5497, 0.548, 16.7001
Si, 9.3309, 2.2021, 20.9777
Si, 3.9095, 9.0995, 11.0081
Si, 5.5564, 4.6821, 15.5241
Si, 3.7927, 10.9337, 17.9964
Si, 8.3728, 10.1661, 20.9287
Si, 2.9516, 3.4961, 9.0937
Si, 10.3103, 3.9847, 11.7729
Si, 0.9917, 2.5078, 15.6151
Si, 0.5025, 1.4856, 12.6087
Si, 5.7868, 3.7216, 21.9193
Si, 9.3858, 6.7557, 15.7691
Si, 10.7797, 8.6613, 21.6206
Si, 5.7401, 2.359, 9.6802
Si, 6.8917, 10.8279, 14.484
Si, 10.663, 9.689, 11.7131
Si, 6.0978, 7.4958, 9.6142
Si, 2.285, 9.469, 8.5312
Si, 1.6788, 7.6646, 19.9532
Si, 6.9238, 6.4445, 17.6531
Si, 3.7107, 4.3792, 13.2371
O, 4.1103, 2.5652, 9.7859
O, 0.3335, 8.7286, 11.4276
O, 4.6476, 7.9012, 10.2177
O, 4.7558, 9.9808, 18.9191
O, 2.4528, 2.3315, 16.3256
O, 3.1767, 0.1287, 14.0535
O, 4.1183, 1.5906, 18.1941
O, 1.9607, 4.1871, 10.2074
O, 6.3064, 0.9432, 10.2951
O, 5.9102, 3.5776, 20.2914
O, 3.0377, 8.3924, 20.5202
O, 6.3436, 7.8528, 18.299
O, 1.8226, 6.7075, 11.1848
O, 8.0297, 9.7374, 14.829
O, 2.1437, 6.1224, 19.7446
O, 2.2076, 10.6478, 18.2527
O, 7.0876, 9.5568, 20.156
O, 10.9507, 2.3015, 20.7669
O, 0.7773, 4.0991, 15.3692
O, 0.706, 4.8909, 17.9129
O, 5.8866, 5.9588, 16.4857
O, 1.6403, 6.5501, 16.011
O, 8.568, 3.3498, 20.093
O, 5.5338, 9.9386, 14.4574
O, 8.6233, 6.2344, 14.425
O, 7.0525, 2.4019, 18.0846
O, 6.9946, 10.5396, 17.7374
O, 1.2171, 9.1992, 16.0962
O, 3.3962, 8.4595, 15.0028
O, 3.5105, 2.8607, 13.8124
O, 4.6213, 4.6546, 11.9013
O, 8.6933, 0.7741, 20.4991
O, 2.1922, 4.7946, 12.8419
O, 2.0405, 1.4228, 12.0345
O, 7.4539, 8.2871, 10.0939
O, 10.0367, 8.2117, 15.4843
O, 11.2217, 10.4172, 17.75
O, 7.0559, 0.439, 12.9259
O, 3.2, 4.1088, 18.255
O, 4.9353, 3.4422, 16.3981
O, 8.3669, 6.8391, 17.0224
O, 9.7196, 9.3059, 20.5571
O, 6.5348, 3.4724, 10.561
O, 11.2718, 0.1934, 12.124
O, 9.1162, 1.0465, 17.2542
O, 4.7092, 1.4162, 12.2493
O, 0.7644, 1.7144, 14.2089
O, 1.1621, 8.2833, 18.541
O, 11.4295, 5.1771, 11.6939
O, 5.1829, -1.0252, 11.5803
O, -0.1177, 1.8761, 16.6237
O, 10.6094, 5.791, 16.173
O, 10.4039, 10.8086, 15.2072
O, 4.096, 10.5712, 16.4594
O, 1.1227, 7.7576, 13.7571
O, 9.7029, 9.6435, 10.3869
O, 1.4727, 3.6462, 20.19
O, 9.8434, 9.2094, 13.0325
O, 2.7552, 9.7754, 10.0617
O, 9.2257, 4.0903, 13.0081
O, 4.4092, 5.198, 14.4658
O, 6.9615, 1.094, 15.62
O, 6.1781, 5.9219, 9.9877
O, 9.557, 3.9402, 10.3272
O, 7.1074, 5.4554, 12.3669
O, 7.1729, 5.1298, 18.6227
O, 11.2147, 2.6713, 11.994
O, 0.3676, 7.8004, 20.9236
O, 6.9339, 4.2144, 14.7031
O, 3.0136, 8.6779, 12.2925

Results
free energy: -148914.105 eV
free energy less fixed offsets of O -570.45, Si -639.56 eV per atom: 2.635 eV

Forces (eV/angstrom), in the order of the atoms: element, x, y, z
Si, 0.0218, -0.1774, -0.2952
Si, 0.0062, -0.1879, -0.3142
Si, 0.088, -0.1687, -0.2853
Si, -0.0197, 0.1749, -0.2777
Si, 0.0323, 0.1856, -0.3153
Si, -0.101, 0.1922, -0.2669
Si, -0.022, -0.1529, -0.269
Si, 0.0597, -0.1337, -0.2543
Si, -0.0711, -0.2165, -0.2626
Si, 0.0489, 0.3031, -0.2669
Si, -0.1074, 0.0945, -0.2646
Si, 0.0522, 0.2302, -0.3025
Si, -0.01, 0.0204, -0.0156
Si, -0.014, 0.0119, -0.032
Si, 0.0271, -0.0303, -0.0521
Si, -0.0089, -0.0239, -0.0276
Si, 0.0249, 0.0122, -0.0638
Si, -0.0139, -0.0302, -0.0085
Si, 0.0045, -0.0205, -0.0096
Si, 0.0051, 0.0047, -0.0375
Si, 0.0034, 0.0168, -0.0118
Si, -0.0085, 0.0017, -0.04
Si, 0.0141, -0.0128, -0.0167
Si, -0.0162, 0.0158, -0.0438
Si, 0.0046, 0.0024, 0.0091
Si, -0.0089, 0.0035, 0.0029
Si, -0.0104, 0.0044, 0.014
Si, 0.0069, -0.0092, -0.0155
Si, 0.0106, 0.005, -0.012
Si, -0.0098, -0.004, 0.0062
Si, 0.0104, 0.0063, 0.0069
Si, 0.008, 0.005, 0.0224
Si, 0.0065, 0.017, -0.007
Si, -0.0139, 0.0113, -0.0177
Si, -0.0093, -0.0186, 0.0007
Si, 0.0043, -0.0075, -0.0148
Si, -0.1082, -0.0563, -0.0672
Si, 0.0099, -0.0915, 0.0483
Si, 0.0151, -0.0374, 0.003
Si, -0.0325, -0.127, -0.002
Si, 0.0045, -0.1222, -0.0466
Si, -0.1158, -0.0474, -0.0905
Si, 0.0175, 0.0079, 0.2586
Si, -0.1067, -0.0235, -0.0908
Si, -0.0199, -0.0386, 0.0401
Si, -0.0971, -0.0774, -0.0261
Si, -0.0113, -0.0312, 0.0018
Si, 0.0615, -0.1065, 0.0233
Si, 0.0122, 0.063, 0.0073
Si, 0.0106, -0.0264, -0.031
Si, -0.0044, 0.072, 0.048
Si, 0.0084, -0.0435, -0.0094
Si, 0.0005, -0.0281, -0.0111
Si, -0.0065, -0.0528, 0.0011
Si, -0.0048, 0.0688, 0.0078
Si, -0.0048, 0.0572, 0.0116
Si, 0.0096, 0.0418, 0.0209
Si, -0.0006, 0.0052, 0.0537
Si, 0.0038, -0.0363, -0.0353
Si, 0.011, -0.0714, 0.0105
Si, 0.0374, 0.1146, -0.0887
Si, 0.0285, 0.0997, 0.0097
Si, 0.0106, 0.034, 0.0657
Si, 0.0218, 0.0807, 0.1123
Si, 0.0356, 0.0793, 0.0704
Si, 0.1099, 0.0517, -0.0129
Si, 0.0604, 0.0439, 0.071
Si, 0.1285, 0.0963, -0.049
Si, -0.0196, 0.1264, 0.076
Si, 0.068, 0.0131, 0.0561
Si, -0.0319, 0.0476, -0.2838
Si, 0.0478, 0.0808, 0.0943
Si, -0.0013, 0.025, 0.006
Si, -0.0013, -0.0218, 0.0125
Si, -0.0101, 0.0189, 0.0032
Si, -0.0064, 0.0076, -0.025
Si, 0.0074, -0.0058, -0.0086
Si, 0.0133, -0.0099, -0.0038
Si, -0.0064, 0.0168, 0.0147
Si, 0.0112, 0.0083, 0.0056
Si, -0.0026, 0.0095, 0.0024
Si, -0.006, -0.0065, -0.0118
Si, -0.0147, -0.0005, -0.0083
Si, 0.0044, -0.0173, -0.0231
Si, 0.0411, -0.0084, 0.0834
Si, 0.0252, 0.0071, 0.0223
Si, -0.0103, 0.0284, 0.0175
Si, -0.0015, -0.0434, 0.0034
Si, -0.0509, -0.0153, 0.019
Si, 0.0022, 0.0039, 0.0476
Si, -0.0167, 0.0141, 0.0261
Si, -0.0109, -0.0036, 0.0203
Si, -0.0228, 0.0108, 0.0552
Si, 0.0154, -0.0263, 0.0165
Si, 0.0139, 0.0442, 0.0191
Si, 0.0313, -0.0207, 0.026
Si, 0.1027, -0.1668, 0.2558
Si, -0.0827, -0.269, 0.2955
Si, -0.0055, -0.1294, 0.3077
Si, -0.0408, 0.1475, 0.2603
Si, 0.027, 0.2294, 0.2617
Si, -0.0354, 0.1897, 0.3026
Si, -0.051, -0.1919, 0.2571
Si, -0.0035, -0.145, 0.3059
Si, 0.0661, -0.1648, 0.2931
Si, 0.0514, 0.1687, 0.2882
Si, 0.03, 0.2633, 0.2952
Si, -0.0123, 0.099, 0.2631
O, -0.2113, -0.1974, -0.0662
O, 0.006, -0.3139, 0.198
O, -0.3455, 0.1039, -0.0436
O, -0.0236, 0.2725, -0.2305
O, 0.3108, 0.1029, -0.0535
O, -0.2378, 0.1355, -0.0792
O, 0.1669, -0.2087, -0.0862
O, 0.0491, 0.2874, -0.2395
O, -0.1699, -0.2346, 0.1852
O, -0.3473, -0.0146, -0.1819
O, 0.3254, -0.003, -0.1539
O, 0.3212, -0.0413, -0.2564
O, -0.3303, 0.0437, 0.2669
O, 0.1532, -0.2614, -0.2001
O, -0.2286, -0.1539, 0.0572
O, 0.357, -0.0093, 0.2191
O, -0.0657, -0.3123, 0.2862
O, 0.3324, -0.0895, -0.0246
O, -0.0227, 0.2707, 0.2097
O, 0.2494, 0.1181, 0.0791
O, -0.2947, 0.0981, 0.0911
O, -0.3327, -0.0561, 0.1656
O, 0.1618, -0.1975, 0.0538
O, 0.097, 0.2377, -0.1355
Si, -0.0637, 0.1099, -0.0716
Si, -0.06, -0.047, -0.0131
Si, -0.0361, 0.0605, 0.0384
Si, 0.0259, 0.0247, -0.0456
Si, 0.0765, -0.0188, 0.0369
Si, -0.027, -0.0724, 0.025
Si, 0.0089, -0.0056, 0.0378
Si, -0.0235, 0.0124, 0.0891
Si, 0.0017, 0.1122, 0.0595
Si, 0.0836, -0.0083, -0.0825
Si, 0.0576, -0.022, -0.0711
Si, -0.0441, -0.0803, 0.0797
Si, 0.0632, -0.0149, -0.0079
Si, 0.0145, 0.0019, -0.0059
Si, 0.0249, 0.0715, -0.0453
Si, -0.0588, -0.014, 0.0106
Si, -0.0638, -0.0053, -0.0325
Si, 0.0784, 0.0587, -0.0588
Si, -0.0498, 0.0303, 0.05
Si, 0.0916, -0.0169, 0.0167
Si, 0.0021, 0.0498, 0.0613
Si, 0.0181, 0.054, -0.0085
Si, -0.0137, -0.0644, 0.0727
Si, -0.0495, 0.0414, 0.0421
Si, 0.0229, 0.0138, -0.0037
Si, -0.0315, -0.0642, -0.0497
Si, 0.0072, -0.0154, 0.0001
Si, 0.0482, -0.0344, -0.0235
Si, -0.036, -0.0056, 0.0081
Si, -0.0341, 0.0195, -0.0479
Si, 0.0403, -0.0918, -0.0765
Si, 0.0505, 0.0334, 0.0325
Si, -0.0551, -0.0383, -0.0166
Si, 0.0991, -0.0018, -0.02
Si, 0.0148, -0.1144, -0.0055
Si, 0.0374, -0.0202, 0.0289
Si, -0.0383, -0.0462, -0.0399
Si, 0.0454, -0.0509, 0.0999
Si, 0.0195, -0.037, -0.0431
Si, 0.0207, 0.0109, -0.0766
Si, -0.0873, 0.0279, 0.0855
O, 0.1643, 0.2103, -0.238
O, -0.0038, 0.084, 0.334
O, 0.1576, 0.2718, 0.0453
O, 0.1622, 0.1448, -0.3623
O, -0.0661, 0.2041, 0.0621
O, 0.2901, 0.079, -0.0425
O, -0.2259, -0.1124, -0.3624
O, 0.1327, 0.0884, 0.0716
O, -0.3387, 0.2423, 0.2569
O, 0.3743, 0.045, 0.1901
O, -0.288, -0.1828, 0.288
O, 0.1628, 0.0676, -0.0679
O, -0.1489, -0.118, 0.3645
O, 0.1628, 0.3076, -0.1404
O, -0.2491, 0.018, -0.1561
O, 0.142, -0.2328, -0.2961
O, 0.156, 0.1858, -0.2183
O, -0.1489, 0.2157, 0.3431
O, 0.0373, -0.1299, 0.3892
O, 0.3626, 0.0755, -0.1507
O, 0.257, -0.2918, 0.0448
O, -0.2812, 0.0833, -0.1116
O, -0.2141, -0.3088, 0.0393
O, -0.1038, 0.3482, 0.1376
O, 0.0152, -0.2383, 0.2018
O, 0.1486, -0.058, 0.0805
O, -0.0943, 0.1088, 0.1258
O, 0.1565, -0.1999, 0.1974
O, -0.3369, 0.3418, 0.0451
O, -0.0338, -0.0082, -0.3701
O, 0.1463, -0.0511, 0.1709
O, 0.074, -0.0416, 0.3121
O, 0.2326, -0.0326, -0.3207
O, -0.039, 0.0542, 0.4989
O, -0.0733, -0.0384, -0.4249
O, -0.2912, -0.0288, -0.1903
O, 0.2393, 0.0843, -0.3949
O, -0.4481, -0.1894, 0.1031
O, -0.2893, -0.2007, -0.1115
O, -0.1822, 0.2107, -0.0219
O, -0.1465, -0.16, -0.2477
O, -0.0904, 0.0987, 0.4973
O, -0.4136, 0.0853, -0.0415
O, 0.0911, -0.0748, 0.0546
O, -0.0717, -0.1825, -0.2134
O, -0.0464, -0.3479, 0.0816
O, 0.0195, 0.1736, -0.0699
O, 0.134, 0.2335, 0.1195
O, 0.1469, -0.3768, -0.0668
O, -0.1626, 0.278, -0.0984
O, 0.0959, -0.223, -0.3083
O, 0.111, 0.1916, -0.0949
O, -0.195, -0.1826, 0.257
O, -0.1428, -0.0593, 0.0119
O, 0.3243, 0.1184, -0.041
O, -0.0095, -0.1832, 0.0555
O, -0.159, 0.1894, 0.0215
O, 0.2054, 0.2416, 0.0968
O, 0.2241, -0.3181, -0.1661
O, -0.0693, 0.2447, -0.176
O, 0.1467, -0.4434, -0.0866
O, 0.1155, -0.3888, 0.1091
O, -0.0483, 0.167, 0.2223
O, 0.292, 0.0209, -0.032
O, -0.0734, -0.3646, 0.0494
O, -0.0911, -0.0647, -0.1383
O, 0.0396, 0.0761, 0.1231
O, 0.0685, 0.2266, -0.0471
O, -0.1107, 0.3742, -0.0857
O, -0.1754, -0.0781, -0.3949

The program warned: the cutoff lies below the one the program advises for these potential files; the forces do not sum to zero within the program's tolerance; empty levels may hold ghost states of the PAW files; the exchange-correlation potential is rough where the density is thin.
